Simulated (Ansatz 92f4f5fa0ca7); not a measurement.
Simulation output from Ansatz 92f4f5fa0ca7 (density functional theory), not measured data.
Periodic cell of 215 atoms, Si132O82B1, from a study of silicon, its oxide and their interface. The atomic structure is a simulated model.
Doubt: the cutoff is far below the 930 eV that the study's wrapper takes by default for these files, so forces and energies are approximate.
This geometry differs little from another in the collection (a relaxation step or a small displacement).

Settings
functional: PBE
potential files: Ansatz PAW
basis: plane waves
wave-function cutoff: 580 eV
density cutoff ratio: 5
exchange-correlation grid ratio: 1
k mesh: 1 x 1 x 1, Gamma-centred
self-consistency stop: 5e-08 eV per atom in the density residual
occupations: fixed
spin: none
net charge: -1 e, with a uniform compensating background and no finite-size correction

Cell vectors (angstrom)
a	10.938	0	0
b	0	10.938	0
c	0	0	31.5432

Atoms: element, x, y, z (angstrom)
Si	10.4338	0.5709	24.3529
Si	6.0451	10.4942	24.1673
Si	2.1322	3.2444	24.0947
Si	8.7034	2.2532	24.3263
Si	0.5035	5.0467	24.1826
Si	5.0521	5.8842	24.2083
Si	3.3993	7.6401	24.1772
Si	7.8323	8.8216	24.0108
Si	1.3478	1.4704	25.464
Si	6.927	1.2871	25.522
Si	4.0311	4.0903	25.3438
Si	9.6746	4.0852	25.4435
Si	1.5037	6.8037	25.3898
Si	6.9023	6.9338	25.2519
Si	4.2372	9.5179	25.3639
Si	9.5322	9.6351	25.4533
Si	2.7851	-0.0045	26.6581
Si	8.2314	-0.039	26.9725
Si	0.0261	2.7551	26.9365
Si	5.4557	2.7218	26.686
Si	2.7648	5.4256	26.8618
Si	8.2318	5.5129	26.647
Si	0.0461	8.202	26.6699
Si	5.5631	8.1822	26.8138
Si	4.1179	1.35	28.094
Si	9.608	1.3585	28.2675
Si	1.4017	4.1029	28.2623
Si	6.8471	4.1199	28.0453
Si	4.1695	6.8076	28.1691
Si	9.6047	6.8379	28.0737
Si	1.4022	9.5782	28.0662
Si	6.8562	9.5169	28.267
Si	0.0669	-0.0371	29.5571
Si	5.4524	-0.0056	29.5212
Si	2.7807	2.6884	29.5514
Si	8.1835	2.7618	29.5047
Si	-0.0111	5.4897	29.5208
Si	5.5219	5.4322	29.5308
Si	2.7598	8.2048	29.4675
Si	8.2649	8.1424	29.5603
Si	1.4172	1.3343	30.9434
Si	6.83	1.3634	30.8656
Si	4.1429	4.0676	30.9103
Si	9.5651	4.1082	30.8816
Si	1.3823	6.849	30.8485
Si	6.8849	6.7781	30.9325
Si	4.0973	9.557	30.8835
Si	9.6124	9.538	30.9214
Si	2.7687	-0.0486	0.7785
Si	8.1915	-0.0113	0.6961
Si	-0.0125	2.7251	0.7017
Si	5.4945	2.6899	0.7448
Si	2.7247	5.4637	0.6772
Si	8.2329	5.4103	0.7885
Si	0.0462	8.165	0.7379
Si	5.4862	8.1922	0.6959
Si	4.1644	1.3076	2.1346
Si	9.54	1.3627	2.0663
Si	1.3436	4.1145	2.0642
Si	6.8747	4.0006	2.1411
Si	4.0885	6.8332	2.0391
Si	9.6194	6.803	2.1158
Si	1.3765	9.5281	2.131
Si	6.8366	9.5548	2.0964
Si	-0.0805	-0.05	3.4003
Si	5.5378	-0.0277	3.5852
Si	2.7153	2.7038	3.3604
Si	8.1917	2.6089	3.5914
Si	-0.0005	5.4375	3.5434
Si	5.4575	5.4369	3.3454
Si	2.7635	8.17	3.5044
Si	8.2547	8.2053	3.4305
Si	1.2866	1.3537	4.6719
Si	7.0313	1.1008	5.1067
Si	4.1143	4.0531	4.688
Si	9.5389	4.0467	4.9192
Si	1.378	6.8434	4.9007
Si	6.8337	6.7952	4.6761
Si	4.1097	9.5428	4.9139
Si	9.4685	9.6581	4.8948
Si	2.6052	0.0276	6.1126
B	8.3018	-0.1998	6.2539
Si	-0.0691	2.5776	6.2062
Si	5.466	2.6703	6.1052
Si	2.777	5.4	6.145
Si	8.0944	5.4454	6.1795
Si	0.0092	8.2894	6.218
Si	5.621	8.1856	6.1608
Si	3.4887	1.927	7.1658
Si	9.8184	0.6854	7.3163
Si	1.7507	3.6141	7.3244
Si	6.209	4.5101	7.3794
Si	4.6728	6.3247	7.2466
Si	9.1454	7.2395	7.2828
Si	0.8362	10.1627	7.4973
Si	7.536	9.1078	7.3299
O	4.5868	6.6318	8.8785
O	1.3788	3.9561	8.9212
O	9.6919	6.5584	8.7129
O	1.2614	10.1512	9.1438
O	6.0316	4.2488	9.037
O	3.6581	1.6476	8.7829
O	7.2298	9.1247	9.0088
O	9.5051	0.9965	8.9404
O	8.2285	2.5564	22.7676
O	10.9929	5.5475	22.6575
O	5.612	0.0917	22.6572
O	5.2751	5.3837	22.6357
O	2.1492	2.8176	22.4766
O	3.325	7.8547	22.5204
O	8.3875	8.7429	22.4252
O	-0.1692	11.2332	22.7592
Si	2.1326	2.9748	12.8595
Si	8.6563	1.3148	10.2748
Si	1.0545	4.5217	15.3309
Si	7.5303	5.5917	12.1887
Si	2.4114	8.1807	21.2217
Si	5.4137	7.8177	12.4066
Si	9.2664	0.5021	15.4235
Si	2.9151	-0.0316	16.6496
Si	10.4553	1.1697	12.5341
Si	7.756	2.8329	21.2522
Si	9.1303	8.801	14.4225
Si	1.4592	4.7759	10.3189
Si	4.4701	9.4888	19.1398
Si	11.07	6.0931	21.1284
Si	6.6163	10.4654	14.8165
Si	5.3817	0.7315	21.1897
Si	2.3153	9.8232	10.3501
Si	0.429	10.6391	21.3939
Si	5.836	5.259	21.1289
Si	3.6234	7.0991	10.0722
Si	9.0322	5.7205	14.8431
Si	3.646	4.0992	19.0717
Si	10.0208	3.6607	19.3268
Si	4.2713	8.6917	15.3209
Si	0.4516	1.9374	17.1409
Si	6.7846	7.54	19.2634
Si	5.2572	3.6312	16.7254
Si	7.7767	5.02	17.5317
Si	6.6764	9.9591	10.2847
Si	4.3591	1.0614	10.0926
Si	-0.0443	9.0757	11.8728
Si	9.1015	8.631	20.9524
Si	4.5443	1.6795	14.5618
Si	2.4438	2.0979	21.0467
Si	6.3104	3.3555	10.3656
Si	3.4367	5.9344	16.6969
Si	9.8599	6.538	10.3128
O	0.0955	2.6135	18.5834
O	2.933	9.6471	15.5674
O	10.8579	4.8009	20.1506
O	7.5721	2.4539	9.908
O	10.9142	5.3496	10.763
O	6.5733	6.7523	12.836
O	10.3103	8.0586	10.7492
O	7.6596	9.4696	13.9687
O	8.4073	6.2103	10.9727
O	5.3391	10.4881	20.0811
O	2.154	3.7515	11.4161
O	7.9712	8.5489	19.7692
O	6.1993	6.7423	20.5664
O	5.505	2.7263	15.3931
O	1.3057	0.9329	20.7065
O	6.0752	9.0297	11.511
O	4.629	5.0014	16.0966
O	6.594	3.9028	17.6248
O	10.4916	10.6474	11.816
O	5.5696	0.5115	13.9706
O	8.0159	5.1228	15.9414
O	9.7546	9.869	15.5026
O	-0.4084	5.1792	15.1401
O	1.5647	6.8352	20.8111
O	1.4989	0.6537	17.1615
O	6.596	1.7625	20.8226
O	1.0089	1.7799	12.8004
O	3.2284	5.5074	18.2902
O	9.5874	2.014	11.4483
O	1.0309	3.1449	16.2094
O	8.5633	5.1741	13.3867
O	10.2645	8.54	13.2788
O	1.4455	9.4041	21.6883
O	10.0807	9.9324	20.6146
O	3.1693	0.2072	10.8705
O	5.0726	2.3555	10.8338
O	1.6923	4.144	13.8963
O	7.8701	10.9267	10.8687
O	9.1225	4.4731	18.2419
O	5.6448	9.5204	15.7586
O	5.5003	-0.019	9.6995
O	3.5722	2.3257	13.3935
O	1.9904	5.6746	15.9983
O	9.666	1.1214	13.9652
O	4.3504	6.9754	11.5175
O	4.7379	4.5173	20.1953
O	9.9629	1.3798	16.5819
O	6.6572	4.3175	11.6538
O	5.5754	8.411	18.5873
O	9.0664	2.7402	20.2829
O	3.6111	1.1441	15.7821
O	4.2113	3.0917	17.8878
O	9.9121	7.214	20.8965
O	3.304	8.6683	9.7695
O	3.9514	7.4379	16.3276
O	7.6357	0.5056	15.6603
O	8.9149	7.3344	15.061
O	3.9314	1.4556	21.1514
O	1.5797	9.1443	11.6707
O	2.318	6.1448	10.1276
O	7.3335	6.458	18.1678
O	7.197	4.3611	21.1172
O	4.5728	8.303	13.7501
O	3.3233	8.6613	19.9628
O	2.4894	3.2457	19.8614
O	3.7264	10.3668	17.9722

Results
free energy: -130700.058 eV
free energy less fixed offsets of B -154.04, O -568.88, Si -635.61 eV per atom: 2.662 eV

Forces (eV/angstrom), in the order of the atoms: element, x, y, z
Si	0.0105	-0.0099	-0.0198
Si	-0.0083	0.0079	-0.018
Si	0.006	-0.0093	-0.0219
Si	-0.0105	0.0077	-0.0191
Si	-0.0089	0.007	-0.0171
Si	0.0065	-0.0105	-0.0214
Si	-0.0059	0.006	-0.0194
Si	0.008	-0.0024	-0.0215
Si	0.0015	-0.0027	-0.0049
Si	-0.0039	0.0027	-0.0088
Si	-0.0024	-0.0008	-0.0028
Si	0.0003	0.0049	-0.0093
Si	-0.0012	0.0026	-0.0056
Si	0.0005	0.0007	0.001
Si	-0.0005	0.0031	-0.0026
Si	0.002	-0.0018	-0.005
Si	-0.0028	-0.0004	0.0066
Si	0.0016	-0.004	0.018
Si	0.0013	-0.003	0.0161
Si	0.0003	0.0047	0.0053
Si	0.0082	0.0007	0.0112
Si	-0.0058	-0.0005	0.0075
Si	-0.0004	-0.0012	0.0056
Si	0.0002	-0.0051	0.009
Si	0.0012	-0.0044	-0.007
Si	0.0033	0.0031	0.0055
Si	-0.0045	0.0032	0.0071
Si	-0.0012	0.0062	-0.0118
Si	0.0069	-0.0034	-0.0117
Si	0.0015	0.0003	-0.0095
Si	0.0033	0.0026	-0.0114
Si	0.0041	-0.0008	0.0061
Si	-0.0092	0.0123	0.002
Si	0.0044	-0.0047	0.0052
Si	-0.006	0.0091	0.0002
Si	0.01	-0.0087	0.008
Si	0.0114	-0.0077	0.0019
Si	-0.0069	0.008	0.0009
Si	0.003	-0.0041	0.0091
Si	-0.0116	0.0102	0.0001
Si	0.0078	-0.0115	-0.0057
Si	-0.0086	0.0049	-0.0039
Si	0.0043	-0.0043	-0.0038
Si	-0.0069	0.0028	-0.0031
Si	-0.0086	0.0042	-0.0037
Si	0.0115	-0.0089	-0.0043
Si	-0.0013	0.0068	-0.0041
Si	0.0064	-0.0075	0.0007
Si	0.0009	0.0044	0.0003
Si	-0.0036	0.0077	0.0017
Si	-0.005	0.0119	-0.0012
Si	0.0052	-0.0028	0.007
Si	-0.0022	0.0037	-0.0041
Si	0.0003	0.0018	0.0013
Si	0.0015	-0.0009	0.0044
Si	-0.0115	0.0041	0
Si	0.0048	-0.0008	-0.0006
Si	0.0048	-0.0133	0.008
Si	0.0015	-0.0105	-0.0047
Si	-0.0045	-0.0015	-0.0029
Si	0.0142	-0.0058	0.0017
Si	-0.003	0.0064	-0.0034
Si	-0.0058	-0.0012	-0.0094
Si	-0.0007	0.0069	0.0022
Si	-0.0224	0.0118	0.0108
Si	-0.0137	0.0109	-0.0083
Si	0.0013	-0.0042	0.0146
Si	-0.0104	0.0076	-0.0052
Si	-0.0118	0.0043	0.0099
Si	0.0008	0.0067	-0.0011
Si	0.0004	0.0067	0.0085
Si	0.0052	-0.001	0.0278
Si	-0.003	0.01	-0.0031
Si	0.0908	-0.0989	0.0803
Si	-0.0082	0.0009	-0.0251
Si	0.0087	-0.0027	-0.0106
Si	-0.0138	0.0108	0.0168
Si	-0.009	0.0092	-0.0051
Si	0.0084	-0.0001	-0.006
Si	0.0248	-0.0244	-0.0158
Si	-0.0049	-0.0176	-0.0041
B	-0.0906	0.119	-0.0974
Si	0.0041	-0.0077	0.0132
Si	-0.01	0.005	-0.0046
Si	0.0094	-0.0052	0.0146
Si	0.0019	0.0082	0.0007
Si	0.0014	-0.0068	-0.0295
Si	0.0098	0.0027	0.0133
Si	0.0072	0.0125	0.0419
Si	0.0616	-0.0082	0.0129
Si	-0.0128	0.0069	0.0102
Si	-0.0144	-0.0118	0.0378
Si	-0.0149	0.0202	0.017
Si	0.0268	-0.0037	0.0271
Si	-0.0006	0.007	0.0324
Si	-0.0298	-0.0675	0.0298
O	0.0133	-0.0151	-0.0285
O	0.004	-0.011	-0.0241
O	-0.0167	0.0081	-0.0241
O	-0.0256	0.0122	-0.0344
O	0.0071	0.0103	-0.0346
O	-0.0143	0.0152	-0.0403
O	0.0224	-0.0049	-0.0554
O	0.01	-0.0129	-0.0373
O	0.0104	-0.0085	0.0227
O	0.0065	-0.0117	0.0221
O	0.0102	-0.0125	0.0212
O	-0.0096	0.0082	0.029
O	-0.0034	0.0131	0.0297
O	0.0107	-0.0077	0.024
O	-0.0142	0.0033	0.0294
O	-0.0105	0.0107	0.0273
Si	0.002	-0.0075	-0.0029
Si	-0.0117	0.0126	0.0302
Si	0.0007	-0.0026	-0.0039
Si	-0.0088	0.0013	-0.0072
Si	-0.003	0.003	-0.0082
Si	-0.0007	0.0015	-0.0027
Si	-0.0038	-0.0009	0.0045
Si	-0.0051	-0.0024	-0.0092
Si	0.0088	-0.002	0.0012
Si	0.0013	0.0045	-0.0087
Si	-0.0096	0.0062	-0.0044
Si	0.0145	0.0066	0.006
Si	-0.0011	0.0015	-0.0008
Si	0.0001	0.001	-0.007
Si	-0.0028	0.0034	-0.0103
Si	-0.0051	0.0015	-0.0058
Si	0.0071	-0.01	0.011
Si	0.0077	-0.0068	-0.003
Si	0.0047	-0.0008	-0.0146
Si	-0.0192	-0.0031	0.0103
Si	0.0049	0.0007	0.0027
Si	-0.0016	0.004	-0.0031
Si	0.0007	-0.003	0.0013
Si	-0.0058	0.0035	0.0022
Si	0.0037	-0.0021	-0.0039
Si	-0.001	-0.003	0.0024
Si	-0.0015	0.0011	-0.0007
Si	-0.0027	-0.005	0.0048
Si	-0.0167	0.0175	0.0263
Si	0.0088	-0.0026	0.0076
Si	-0.0043	0.0118	-0.0011
Si	0.0053	-0.0041	-0.0077
Si	-0.0003	-0.0039	-0.003
Si	0.0065	-0.0028	-0.009
Si	0.0105	-0.013	0.0055
Si	0.0018	-0.0018	-0.0033
Si	0.0033	0.0037	0.0126
O	-0.0041	0.0045	0.0003
O	0.0018	-0.0023	0.0064
O	0.0043	0.0093	0.0017
O	0.0026	0.0098	0.0195
O	-0.0048	0.0076	0.0002
O	0.0046	-0.0056	-0.0038
O	-0.0051	-0.0155	-0.0026
O	0.0029	-0.0015	0.008
O	0.004	-0.0014	0.0035
O	0.0037	0.0087	0.0016
O	-0.0106	0.0171	-0.0081
O	0.0082	0.0006	0.0014
O	-0.0018	-0.0077	0.0002
O	0.0004	-0.002	0.0013
O	-0.0023	-0.0035	-0.0022
O	0.0036	0.0084	-0.0044
O	-0.0019	0.0005	0.0045
O	0.0028	0.0008	-0.0048
O	0.0031	-0.0076	0.0069
O	-0.0016	-0.0002	0.008
O	0.0045	0.0011	-0.0051
O	0.0002	-0.0034	-0.0014
O	-0.007	0.0025	0.0028
O	-0.0001	0.0002	-0.0038
O	-0.003	0.002	0.0011
O	0.0025	-0.0003	-0.0034
O	-0.0104	-0.0032	0.0061
O	0.0028	-0.0035	0.0005
O	-0.0199	-0.0071	-0.0168
O	-0.0032	0.0005	0.0008
O	-0.0106	0.0021	-0.0033
O	0.0094	0.0013	-0.0096
O	-0.0011	0.0016	-0.0069
O	0.0017	0.0001	-0.0024
O	0.006	0.0032	0.0045
O	-0.0003	-0.0022	0.0031
O	0.0011	-0.0055	-0.0016
O	-0.006	-0.0027	-0.008
O	0.0047	-0.0034	-0.0005
O	-0.0005	-0.0017	0.0011
O	0.01	-0.0022	0.0056
O	-0.0048	0.003	0.0054
O	-0.0001	-0.0021	0.0034
O	0.0073	0.0044	-0.0097
O	-0.0027	-0.0004	-0.0091
O	0.0108	0.0041	0.0043
O	0.0017	-0.0024	-0.0005
O	-0.0002	0.006	-0.0006
O	0.0003	0.0003	-0.0025
O	-0.008	-0.0023	0.0012
O	0.0044	0.0058	0.0004
O	-0.0012	-0.0008	0.0019
O	0.0019	0.0009	-0.0052
O	0.0001	0.0035	0.0055
O	0.0018	0.0004	0.0018
O	-0.0002	-0.0016	0.0025
O	0.0014	-0.0039	0.0032
O	0.0015	-0.0001	-0.0066
O	-0.0033	0.0074	0.0004
O	0.0001	-0.0076	0.0133
O	-0.0014	0.0063	0.0014
O	0.0002	-0.0055	-0.0043
O	0.0088	-0.0076	-0.013
O	-0.0057	-0.0058	0.0023
O	-0.0022	-0.0092	0.0035
O	0.008	-0.0062	0.0062

The program warned: the cutoff lies below the one the program advises for these potential files; the exchange-correlation potential is rough where the density is thin.
